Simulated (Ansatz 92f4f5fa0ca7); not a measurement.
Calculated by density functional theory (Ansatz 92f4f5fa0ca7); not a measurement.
Periodic cell of 262 atoms, Si166O96, from a study of silicon, its oxide and their interface. The atomic structure is a simulated model.
Doubt: the cutoff is far below the 930 eV that the study's wrapper takes by default for these files, so forces and energies are approximate.
This geometry differs little from another in the collection (a relaxation step or a small displacement).

Settings: functional PBE; potential files Ansatz PAW; basis plane waves; wave-function cutoff 580 eV; density cutoff ratio 5; exchange-correlation grid ratio 1; k mesh 1 x 1 x 1, Gamma-centred; self-consistency stop 5e-08 eV per atom in the density residual; occupations fixed; spin none; net charge 0.

Cell vectors (angstrom)
a 10.938 0 0
b 0 10.938 0
c 0 0 38.0025

Atoms: element, x, y, z (angstrom)
Si 0 0 0.683
Si 5.469 0 0.683
Si 2.7345 2.7345 0.683
Si 8.2035 2.7345 0.683
Si 0 5.469 0.683
Si 5.469 5.469 0.683
Si 2.7345 8.2035 0.683
Si 8.2035 8.2035 0.683
Si 1.3673 1.3673 2.0503
Si 6.8362 1.3673 2.0503
Si 4.1018 4.1018 2.0503
Si 9.5708 4.1018 2.0503
Si 1.3673 6.8362 2.0503
Si 6.8362 6.8362 2.0503
Si 4.1018 9.5708 2.0503
Si 9.5708 9.5708 2.0503
Si 2.7345 0 35.951
Si 8.2035 0 35.951
Si 0 2.7345 35.951
Si 5.469 2.7345 35.951
Si 2.7345 5.469 35.951
Si 8.2035 5.469 35.951
Si 0 8.2035 35.951
Si 5.469 8.2035 35.951
Si 4.1018 1.3673 37.3182
Si 9.5708 1.3673 37.3182
Si 1.3673 4.1018 37.3182
Si 6.8362 4.1018 37.3182
Si 4.1018 6.8362 37.3182
Si 9.5708 6.8362 37.3182
Si 1.3673 9.5708 37.3182
Si 6.8362 9.5708 37.3182
Si -4.2463 1.4013 29.2242
Si 5.6194 -0.0363 27.651
Si 2.1775 2.7897 27.1393
Si 3.1469 1.5886 22.5624
Si -1.476 4.2408 29.2211
Si 5.146 5.7554 27.6904
Si 2.8345 7.9373 27.4443
Si 7.9902 8.7781 27.7842
Si 1.0872 0.7184 28.8704
Si 8.1209 2.7794 28.0227
Si 4.1051 4.2407 29.2107
Si 11.0218 5.1744 27.7004
Si 1.3057 6.8179 28.9404
Si 6.7814 7.0076 28.9533
Si 4.0355 9.5449 28.8248
Si 9.5812 9.7437 29.2638
Si 2.7055 -0.1384 30.3345
Si 8.1485 0.123 30.5878
Si -0.238 2.9602 30.7155
Si 5.3917 2.8106 30.5591
Si 2.6479 5.5668 30.4805
Si 8.0544 5.6306 30.4311
Si -0.0766 8.1399 30.4251
Si 5.3917 8.2844 30.357
Si 3.9691 1.3671 31.768
Si 9.4718 1.4471 32.0063
Si 1.3249 4.2099 31.9166
Si 6.798 4.1802 31.8584
Si 4.0714 6.9164 31.802
Si 9.4834 6.8623 31.8466
Si 1.3279 9.5153 31.7852
Si 6.7552 9.6041 31.8144
Si -0.0129 -0.0043 33.1913
Si 5.3865 0.0356 33.1717
Si 2.6786 2.75 33.2018
Si 8.1169 2.8208 33.3006
Si -0.0717 5.532 33.2532
Si 5.4152 5.5268 33.1997
Si 2.7026 8.2252 33.2106
Si 8.1421 8.2507 33.2007
Si 1.352 1.3584 34.577
Si 6.7874 1.3618 34.5842
Si 4.0924 4.0973 34.5643
Si 9.5623 4.1182 34.6169
Si 1.3581 6.8498 34.592
Si 6.825 6.8423 34.5774
Si 4.0862 9.5763 34.5746
Si 9.5605 9.5711 34.5712
Si 2.7607 0.0075 3.4307
Si 8.2195 -0.002 3.4142
Si 0.0197 2.7222 3.4186
Si 5.4802 2.7285 3.4355
Si 2.7471 5.4606 3.4069
Si 8.2046 5.4617 3.414
Si 0.0214 8.203 3.4253
Si 5.4935 8.2105 3.4295
Si 4.1742 1.3186 4.835
Si 9.6431 1.3013 4.7797
Si 1.4247 4.0591 4.7793
Si 6.8767 4.0742 4.8015
Si 4.1594 6.7808 4.7622
Si 9.6113 6.7888 4.7693
Si 1.4291 9.5483 4.7922
Si 6.8893 9.5668 4.8093
Si 0.0828 -0.0397 6.1962
Si 5.5554 -0.0421 6.2577
Si 2.8155 2.7137 6.1675
Si 8.2717 2.6598 6.1068
Si 0.0145 5.3751 6.1257
Si 5.5303 5.4526 6.1831
Si 2.8059 8.1365 6.1043
Si 8.2982 8.193 6.13
Si 1.4744 1.3413 7.5428
Si 7.0223 1.3447 7.5985
Si 4.2124 4.0365 7.5708
Si 9.6342 3.9485 7.5066
Si 1.4061 6.766 7.4078
Si 6.9484 6.8471 7.4917
Si 4.1947 9.4025 7.5365
Si 9.687 9.4777 7.5701
Si 2.9021 -0.0641 8.8018
Si 8.4344 -0.051 8.9755
Si 0.0509 2.6139 8.9645
Si 5.6949 2.767 8.9716
Si 2.6669 5.3567 8.7861
Si 8.2733 5.3894 8.7554
Si 0.0537 7.99 8.9093
Si 5.7052 8.2138 8.9643
Si 4.5491 1.0324 10.0148
Si 9.9993 1.0237 10.4052
Si 1.1509 4.2735 10.1778
Si 6.8452 4.4109 10.302
Si 4.7604 6.8166 10.5848
Si 9.8032 6.4205 10.1747
Si 1.6456 10.0569 10.6282
Si 6.8397 9.8024 10.3038
O 5.4656 3.1893 25.1815
O 28.7022 31.7051 27.2012
O 2.9976 2.6388 25.7411
O 8.9448 8.3094 26.5299
O -0.0141 5.3231 10.7192
O 33.8008 30.527 10.1167
O 0.353 0.1222 10.9889
O 5.769 5.5386 10.8761
O 7.8377 3.9277 11.5441
O 9.0417 7.0198 11.498
O 2.6174 9.6797 11.9179
O 9.0937 1.5754 11.6811
O 7.5302 9.1884 11.6897
O 5.6441 -0.031 10.6946
O 4.3467 7.5905 11.9689
O 2.0034 3.8254 11.5248
O 9.2856 3.2215 25.2251
O 1.0396 3.971 27.0445
O 10.2204 5.9309 26.4662
O 0.5591 2.0713 29.5838
O -0.1045 21.5207 28.523
O 2.2012 8.4122 25.9782
O -3.6669 14.7096 27.0143
O 3.2406 3.1391 28.3192
Si 6.2934 8.6451 19.5038
Si 8.0423 5.2941 16.7589
Si 1.322 1.9863 16.7854
Si 1.3932 5.6265 19.9232
Si 3.1671 3.914 18.2685
Si 9.8759 8.9759 15.0979
Si -4.7537 15.4029 25.972
Si 8.1845 0.2569 15.7567
Si 0.293 -0.0563 18.6748
Si 2.1033 9.0109 15.2625
Si 5.5362 6.1867 21.5312
Si 2.8344 -0.5945 20.2648
Si 8.2475 2.687 12.5367
Si 2.7301 7.5958 21.7846
Si 0.493 0.5557 23.802
Si 8.2046 7.943 12.5337
Si 9.5537 5.123 19.129
Si 8.7797 9.2565 17.7911
Si 9.4236 1.6492 25.6584
Si 3.62 8.75 12.8504
Si 4.7964 3.1772 20.76
Si 1.3769 -2.4262 24.5492
Si 2.8946 1.0924 14.505
Si 7.3451 5.5253 24.1354
Si 6.5187 6.9041 14.7829
Si 5.322 4.5516 16.0766
Si 9.3549 13.1351 19.7124
Si -1.3116 7.1735 25.5846
Si 8.5244 0.9036 23.1813
Si 2.9855 2.7316 12.1926
Si 5.6083 9.8234 15.0005
Si 6.8239 0.6233 20.8003
Si 5.3712 2.4938 13.7775
Si 9.4861 2.9282 15.3981
Si 4.0693 9.4889 17.5574
Si 4.413 1.9352 25.3024
Si 10.4727 4.1965 21.5323
Si 8.8302 3.79 23.7604
O 6.5798 4.654 17.1212
O 5.529 4.6525 20.9092
O 9.4238 5.2475 20.7691
O 7.7935 8.5206 18.8502
O 7.9933 -0.3368 17.269
O 5.1377 -2.4452 18.3282
O 4.7982 -0.6011 16.3493
O 10.1075 2.6746 21.0728
O -0.0112 1.1612 25.2445
O 2.7383 5.2645 19.0908
O 6.7896 2.1193 13.0593
O 4.5043 1.1509 14.162
O 5.7843 1.8762 20.9355
O 4.3485 3.4009 12.8452
O 3.211 -1.9656 21.0594
O 8.5898 5.9685 18.1462
O 8.3481 11.655 24.8101
O 7.4326 0.1373 22.2584
O 9.5656 10.5922 15.0934
O 2.6571 1.9329 15.8619
O -1.8695 12.5757 27.2339
O 3.6398 3.0293 21.9323
O -0.5342 12.2371 18.9125
O 15.0789 12.1834 23.8369
O 1.5869 1.5434 23.0797
O 10.2158 9.6274 18.483
O 3.5481 10.444 18.788
O 9.2528 8.3975 13.7071
O 10.2521 4.3441 23.1201
O 1.1222 0.4372 17.3402
O 12.5905 12.2063 27.4372
O 2.1265 1.8909 13.3018
O 1.2127 -0.871 24.0921
O 5.2866 5.856 15.0675
O 0.52 8.6656 15.268
O 6.9121 -0.1511 14.8198
O 7.8262 6.3495 15.5583
O 9.1946 4.3146 16.1707
O 6.1265 7.3708 20.5393
O 3.3007 0.5532 21.3106
O 2.8063 8.7607 16.7476
O 0.05 2.4675 15.8647
O 2.1552 7.7874 23.3039
O 9.2323 3.1319 13.7781
O 5.6672 3.2603 15.1625
O 6.4377 6.1309 22.9033
O 2.779 8.0721 14.093
O 8.0486 1.2623 19.9259
O -1.801 3.5511 18.8211
O 12.5359 -3.9251 20.7499
O 9.1555 8.3887 16.4527
O 8.4261 6.688 24.5973
O 8.3606 1.8531 15.882
O 8.2401 2.5073 22.9134
O 4.1564 3.0617 19.2527
O 4.8119 9.6193 13.5801
O 2.3026 -0.3944 14.7161
O 3.9409 4.3894 16.9121
O 1.064 4.4972 21.0725
O 10.0756 0.4187 22.8605
O 0.1524 5.6364 18.8438
O 4.0015 6.5863 21.9147
O 6.205 -0.7688 20.1703
O 6.119 8.3327 15.4295
O 1.7921 3.0651 17.9369
O 6.9818 7.0894 13.2236
O 10.8399 7.8351 24.7249
O 1.2383 10.4818 19.9398
O 14.4504 1.6253 11.1365
O -6.956 -4.1442 27.0745
O 4.9902 0.7909 26.3461
O -7.5831 6.2952 9.9657

Results
free energy: -160123.289 eV
free energy less fixed offsets of O -568.88, Si -635.61 eV per atom: 0.451 eV

Forces (eV/angstrom), in the order of the atoms: element, x, y, z
Si 0.0469 -0.0625 0.0219
Si 0.02 -0.0152 -0.0026
Si 0.0267 -0.0615 -0.0003
Si 0.0131 -0.0348 0.0038
Si 0.0003 -0.024 -0.0025
Si 0.0051 -0.033 0.011
Si 0.0011 -0.0467 -0.0023
Si 0.0709 -0.0481 -0.0038
Si 0.1608 -0.0242 0.0012
Si 0.0695 0.0304 0.0582
Si 0.066 -0.1662 -0.0008
Si 0.0792 -0.0895 0.0588
Si 0.0833 -0.0083 -0.0199
Si 0.0534 0.0289 -0.0013
Si 0.0912 -0.038 0.0788
Si 0.0565 -0.1137 0.0158
Si -0.0228 0.0401 -0.01
Si -0.0726 0.0591 -0.1344
Si -0.0344 -0.0601 0.0292
Si -0.1971 0.0558 0.0638
Si -0.0686 -0.0684 -0.0858
Si -0.1269 0.1779 0.1437
Si -0.0789 0.102 0.0388
Si -0.053 0.0781 -0.0566
Si -0.0578 0.089 0.0114
Si -0.0379 0.0684 0.0092
Si 0.0353 0.0032 0.0128
Si 0.008 0.0361 -0.0078
Si -0.0106 0.0231 -0.0148
Si -0.0559 0.0446 0.0054
Si -0.0543 0.0522 -0.0038
Si -0.0068 0.0165 0.0052
Si 0.048 0.0349 -0.0597
Si -0.0023 -0.0112 0.0736
Si 0.0014 -0.0033 -0.0252
Si 0.0027 -0.0042 -0.0029
Si 0.0432 0.0149 -0.0101
Si -0.0083 -0.0004 -0.0255
Si 0.0347 -0.0432 0.0884
Si -0.0009 0.0284 0.0046
Si 0.0632 -0.0324 0.0579
Si -0.0944 -0.0754 0.0606
Si 0.0151 0.0087 -0.0049
Si 0.0096 0.0137 0.0485
Si 0.0129 -0.0195 -0.034
Si 0.0048 -0.012 0.0068
Si 0.0065 0.0144 -0.0081
Si -0.0013 -0.0279 0.0066
Si -0.0357 0.0136 -0.0342
Si -0.0016 0.009 -0.0061
Si -0.0249 -0.0158 -0.0166
Si 0.0078 -0.003 0.0044
Si 0.0001 0.0092 -0.0127
Si -0.0087 -0.0015 -0.0229
Si -0.0145 0.0089 0.0043
Si -0.0093 -0.0053 -0.0298
Si -0.0015 -0.0067 -0.0042
Si -0.001 -0.0074 -0.0005
Si 0.0104 0.0043 -0.0006
Si -0.0176 -0.0119 0.0008
Si -0.0032 -0.0084 0.0089
Si 0.0234 0.0234 -0.0024
Si 0.007 0.0157 -0.0053
Si 0.0249 0.0009 0.0079
Si 0.0051 0.0011 0.0019
Si -0.0108 0.0135 0.0074
Si -0.0022 -0.0097 0.001
Si 0 -0.008 -0.0019
Si 0.0028 -0.0032 0.0046
Si -0.0006 0.0027 -0.0025
Si -0.001 -0.0013 0.0079
Si -0.008 -0.004 0.0055
Si -0.0059 -0.0012 -0.0028
Si 0.004 -0.0061 0.0004
Si -0.0025 0.0059 -0.0014
Si 0.0031 -0.0029 0.002
Si 0.0087 0.0022 -0.0008
Si -0.001 0.0007 0.0019
Si -0.0015 -0.0059 0.0057
Si 0.0031 0.0026 -0.0041
Si 0.0077 0.0003 -0.0016
Si 0.0013 -0.0002 0.0027
Si -0.0032 -0.0015 -0.0009
Si 0.0005 -0.0013 0.0016
Si 0.0003 0.0015 0.0023
Si 0.0003 -0.0027 -0.0022
Si -0.0006 0.0011 0.0004
Si 0.0006 -0.0014 -0.0007
Si -0.0063 0.0036 -0.0104
Si 0.0026 0.0066 -0.0066
Si 0.0022 -0.0025 -0.0098
Si 0.0027 -0.0008 -0.0061
Si 0.0052 0.0001 -0.0043
Si -0.0031 0.0024 -0.0058
Si -0.0084 0.0048 -0.0043
Si -0.0032 -0.0002 -0.009
Si -0.0044 -0.0105 -0.0041
Si 0.006 0.008 -0.0088
Si 0.0031 -0.0052 0.002
Si 0.0002 -0.0055 0.0026
Si -0.0113 -0.0056 0.0095
Si -0.0068 0.0135 0.0041
Si 0.006 -0.0092 0.0068
Si 0.0017 0.0018 0.0095
Si 0.001 0.0126 -0.0022
Si 0.0086 0.0011 -0.0203
Si -0.0004 -0.0052 0.0032
Si -0.0005 -0.0002 -0.0327
Si -0.0042 0.0095 0.002
Si 0.0026 -0.0047 -0.0172
Si -0.0285 -0.004 -0.0018
Si -0.0048 0.0062 -0.008
Si 0.0078 0.0027 0.0015
Si -0.0014 -0.008 0.034
Si 0.0018 -0.016 0.0174
Si -0.0032 0.0298 0.033
Si 0.0068 -0.0115 -0.0028
Si 0.0155 0.0252 0.0535
Si -0.0243 -0.0291 0.0168
Si -0.0075 -0.0163 -0.003
Si 0.001 0.0453 -0.09
Si -0.0138 0.0068 -0.0391
Si -0.0111 0.0104 -0.0044
Si -0.0125 -0.028 -0.061
Si 0.0019 -0.0037 0.0126
Si -0.0063 0.0016 -0.0824
Si -0.0164 -0.0175 0.0144
Si 0.0544 0.0264 -0.0324
O -0.0159 -0.0161 -0.0017
O -0.0002 0.0049 -0.0151
O 0.0107 -0.0096 0.0073
O 0.0024 -0.0043 0.0175
O 0.0103 -0.0112 0.0141
O 0.0276 0.0153 -0.0023
O 0.0127 0.003 0.0098
O -0.0007 -0.0062 0.0131
O 0.0114 -0.0117 0.0229
O -0.0172 0.0211 0.0303
O 0.0234 -0.0042 -0.0038
O -0.0195 0.0164 0.0164
O 0.0092 -0.0213 0.0206
O 0.019 -0.0413 0.0438
O -0.011 0.0176 -0.0026
O 0.0199 -0.0116 -0.0061
O -0.0196 -0.0004 -0.013
O -0.0027 -0.0039 0.0048
O -0.0104 0.0099 -0.0082
O 0.0134 0.0031 -0.0016
O -0.0111 0.0002 -0.0137
O -0.0345 0.0205 -0.0868
O 0.0049 0.0198 -0.008
O -0.0157 -0.0124 0.0007
Si -0.0001 -0.0088 0.0006
Si -0.0009 0.0012 -0.0012
Si -0.0023 0.0033 -0.0022
Si 0.0059 0.0037 0.009
Si 0.0031 -0.002 -0.0006
Si 0.0013 -0.0081 -0.004
Si 0.0038 0.0149 0.0142
Si 0.0005 0.0038 0.0017
Si 0.0014 -0.0013 -0.0001
Si 0.0002 -0.006 0.0042
Si 0.0176 -0.0019 0.0107
Si 0.0004 0.0021 0.0039
Si 0.0118 -0.0026 0.0028
Si 0.0003 -0.0058 -0.0043
Si 0.0026 -0.0122 0.0061
Si -0.0055 -0.0026 0.0058
Si -0.0014 -0.0052 0.0108
Si 0.0016 -0.0085 0.0036
Si 0.0058 -0.0003 -0.0049
Si 0.0082 -0.003 -0.0025
Si 0.0042 0.0054 -0.0045
Si -0.0025 -0.0125 0.0119
Si -0.0057 -0.0012 0.0078
Si 0.0203 0.0133 -0.0031
Si 0.0079 0.0077 -0.0077
Si 0.0015 0.0005 0.0038
Si 0.0046 0.0044 0.0005
Si 0.0001 -0.0085 -0.0201
Si 0.0016 -0.0011 -0.0067
Si -0.0152 0.0375 0.0262
Si -0.0039 -0.0028 0.0068
Si -0.0053 -0.002 -0.0062
Si 0.0072 0.0033 0.0033
Si 0.0035 0.007 -0.0036
Si -0.0021 -0.0025 -0.0032
Si 0.0124 0.0071 0.0111
Si -0.0088 -0.002 -0.0112
Si 0.0045 0.0377 -0.0024
O 0.0044 0.0041 -0.0057
O -0.0062 -0.0086 -0.0035
O 0.0036 -0.0027 -0.0064
O 0.0035 0.0031 -0.0034
O -0.0007 0.0014 -0.001
O -0.0006 0.0028 -0.0024
O -0.0015 0.001 -0.0006
O -0.0004 0.0016 -0.003
O 0.0057 -0.0058 -0.014
O -0.0099 0.0084 0.0095
O -0.0071 0.0011 -0.0104
O -0.0022 -0.0007 -0.014
O 0.0023 -0.0008 0.0016
O 0.0077 -0.0024 -0.005
O -0.0106 0.0008 -0.0032
O 0 0.0006 -0.002
O -0.0037 -0.0038 -0.0035
O -0.0008 -0.0039 0.0036
O -0.0024 0.0062 -0.0045
O -0.0016 0.0032 -0.0008
O 0.0223 -0.0106 -0.0054
O -0.0006 0.0017 -0.0003
O -0.0021 -0.0006 -0.007
O -0.0077 -0.0073 -0.0122
O 0.0005 -0.0012 0.0037
O -0.0012 0.0056 -0.0028
O -0.0007 0.0008 0.0003
O 0.0034 0.0088 0.0042
O -0.0056 -0.0137 0.0098
O -0.0007 -0.0033 -0.0005
O -0.0078 0.0166 -0.0142
O -0.005 -0.0112 0.0043
O -0.0063 0.0195 0.0026
O -0.0005 -0.0065 -0.0013
O -0.0039 0.0052 -0.0064
O 0.0061 0.0032 -0.0062
O -0.0045 -0.0059 0.0015
O -0.003 0.0051 -0.0027
O -0.0038 0.0036 0.0008
O -0.0076 -0.0118 -0.009
O 0.0029 0.0033 0.0018
O 0.0043 -0.0016 -0.0025
O 0.0061 -0.0024 -0.0127
O 0.0044 0.0007 0.0039
O -0.0017 0.0112 0.0011
O -0.0192 0.0006 -0.0169
O -0.0085 -0.0002 0.003
O -0.0038 -0.0035 -0.0001
O -0.0023 -0.0012 0.0031
O 0.0028 -0.0156 0.0015
O -0.0024 0.0053 -0.0024
O -0.0086 -0.0215 0.0004
O -0.0043 -0.0053 -0.0037
O -0.0009 -0.0079 -0.0014
O -0.0001 -0.0024 0.001
O 0.0034 0.0039 -0.0003
O 0.0012 -0.0029 -0.0054
O 0.0007 -0.0019 -0.0046
O 0.0012 0.0131 -0.0134
O 0.002 -0.0015 0.005
O 0.0032 -0.0032 0.0054
O -0.0062 0.0047 -0.0019
O 0 0.0023 0.0021
O 0.0027 -0.0044 -0.007
O -0.0019 -0.0017 -0.0012
O -0.0013 0.0048 0.0094
O 0.014 0.0071 0.0014
O 0.0067 0.0051 0.0011
O -0.0338 -0.0088 0.0291
O -0.0274 0.013 -0.0036
O -0.0167 0.0275 -0.036
O -0.0006 0.0162 -0.0001

The program warned: the cutoff lies below the one the program advises for these potential files; the forces do not sum to zero within the program's tolerance; the exchange-correlation potential is rough where the density is thin.
